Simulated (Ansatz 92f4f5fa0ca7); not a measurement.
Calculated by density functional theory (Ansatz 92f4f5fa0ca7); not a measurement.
Periodic cell of 221 atoms, Si131O88As1H1, from a study of silicon, its oxide and their interface. The atomic structure is a simulated model.
Doubt: the cutoff is far below the 930 eV that the study's wrapper takes by default for these files, so forces and energies are approximate.

Settings
functional: PBE
potential files: Ansatz PAW
basis: plane waves
wave-function cutoff: 580 eV
density cutoff ratio: 5
exchange-correlation grid ratio: 1
k mesh: 1 x 1 x 1, Gamma-centred
self-consistency stop: 5e-08 eV per atom in the density residual
occupations: fixed
spin: none
net charge: 0

Cell vectors (angstrom)
a	10.938	0	0
b	0	10.938	0
c	0	0	32.3409

Atoms and the computed forces on them: element, x, y, z (angstrom), force x, y, z (eV/angstrom)
Si	-0.1273	0.1836	24.7508	0.0233	-0.0956	-0.0922
Si	5.6766	-0.2942	24.7221	0.0886	-0.0447	-0.2732
Si	2.4146	3.0034	24.9288	0.0119	0.0589	-0.265
Si	8.5534	2.4143	24.5966	-0.0013	0.0498	-0.2939
Si	0.198	5.1928	24.9733	0.0938	-0.0907	-0.4297
Si	5.2831	5.8145	24.9049	-0.0153	0.0799	-0.2539
Si	2.9582	7.93	24.8779	0.0529	-0.1671	-0.4065
Si	7.8735	8.4423	25.0045	0.064	-0.1001	-0.2464
Si	1.3258	1.3685	26.2067	-0.0431	0.0512	-0.1254
Si	6.8501	1.3695	25.991	0.0206	-0.0279	-0.1236
Si	4.1222	4.1195	26.1446	-0.0389	0.0829	-0.2073
Si	9.5263	4.0024	26.1569	-0.0209	-0.0259	-0.0861
Si	1.3771	6.8032	26.2339	0.0227	0.0176	-0.1598
Si	6.7601	6.9003	26.3598	0.0798	-0.0046	-0.2165
Si	4.0889	9.5814	26.141	0.0232	-0.0625	-0.0922
Si	9.5962	9.5948	26.1587	-0.0703	0.0269	-0.2725
Si	2.7311	0.0071	27.5222	-0.0002	-0.0012	0.1122
Si	8.1864	0.0364	27.5113	0.0994	-0.0566	-0.0537
Si	-0.028	2.722	27.5786	-0.0094	-0.0128	0.1079
Si	5.4981	2.7241	27.4774	0.0067	-0.0534	-0.0054
Si	2.7647	5.4461	27.5764	-0.0091	0.0354	0.041
Si	8.1942	5.4467	27.537	0.0813	0.018	0.0699
Si	-0.0029	8.2079	27.5408	0.0036	0.0062	0.0368
Si	5.4	8.269	27.6209	-0.0616	-0.0043	0.1507
Si	4.1018	1.3673	28.9227	0.189	0.0248	-0.4239
Si	9.5708	1.3673	28.9227	-0.2582	-0.0867	0.1424
Si	1.3673	4.1018	28.9227	-0.0369	-0.0737	0.0508
Si	6.8362	4.1018	28.9227	-0.0406	-0.1941	-0.2139
Si	4.1018	6.8362	28.9227	-0.2163	0.0568	0.3923
Si	9.5708	6.8362	28.9227	0.0074	-0.1372	-0.2135
Si	1.3673	9.5708	28.9227	0.0488	0.0182	-0.169
Si	6.8362	9.5708	28.9227	0.0593	0.3802	0.04
Si	0	0	30.2899	-0.0627	-0.0134	-0.0368
Si	5.469	0	30.2899	0.1059	0.0173	0.0117
Si	2.7345	2.7345	30.2899	-0.0417	0.0392	-0.036
Si	8.2035	2.7345	30.2899	0.0215	-0.069	-0.0014
Si	0	5.469	30.2899	0.0479	0.0201	0.0011
Si	5.469	5.469	30.2899	-0.0322	0.0451	-0.0422
Si	2.7345	8.2035	30.2899	-0.0093	-0.1244	0.0263
Si	8.2035	8.2035	30.2899	-0.033	0.0083	-0.0582
Si	1.3673	1.3673	31.6572	0.0137	-0.0343	-0.0111
Si	6.8362	1.3673	31.6572	-0.0455	0.0585	-0.0191
Si	4.1018	4.1018	31.6572	0.023	-0.0037	-0.0093
Si	9.5708	4.1018	31.6572	-0.0526	-0.0104	-0.0353
Si	1.3673	6.8362	31.6572	-0.0334	0.0693	-0.0056
Si	6.8362	6.8362	31.6572	0.0233	-0.0157	-0.013
Si	4.1018	9.5708	31.6572	-0.0029	0.0283	-0.0424
Si	9.5708	9.5708	31.6572	0.0464	-0.0327	-0.0096
Si	2.7345	0	0.6835	0.0347	-0.054	0.0212
Si	8.2035	0	0.6835	-0.0323	0.0208	0.0003
Si	0	2.7345	0.6835	-0.0007	0.0348	0.0153
Si	5.469	2.7345	0.6835	0.0405	-0.0524	0.0216
Si	2.7345	5.469	0.6835	-0.015	0.0274	0.0161
Si	8.2035	5.469	0.6835	0.0465	0.0111	0.0245
Si	0	8.2035	0.6835	-0.0052	-0.0521	0.0365
Si	5.469	8.2035	0.6835	-0.038	0.0076	0.0127
Si	4.1018	1.3673	2.0507	0.0148	0.0872	-0.0089
Si	9.5708	1.3673	2.0507	-0.0077	-0.0655	0.0462
Si	1.3673	4.1018	2.0507	-0.0111	-0.0504	0.0489
Si	6.8362	4.1018	2.0507	-0.0219	0.0254	-0.0022
Si	4.1018	6.8362	2.0507	0.0625	-0.0172	0.0359
Si	9.5708	6.8362	2.0507	-0.084	0.0477	-0.0105
Si	1.3673	9.5708	2.0507	0	0.0681	-0.0229
Si	6.8362	9.5708	2.0507	0.0619	-0.0034	0.0582
Si	0	0	3.418	0.2652	0.019	-0.129
Si	5.469	0	3.418	-0.049	0.1759	0.1747
Si	2.7345	2.7345	3.418	0.1667	-0.0816	0.0331
Si	8.2035	2.7345	3.418	0.0028	0.176	0.0997
Si	0	5.469	3.418	-0.0458	-0.0406	0.2967
Si	5.469	5.469	3.418	-0.1571	-0.0371	-0.0487
Si	2.7345	8.2035	3.418	-0.1202	-0.0003	0.2821
Si	8.2035	8.2035	3.418	0.1977	-0.2048	-0.2269
Si	1.3913	1.3584	4.796	0.0513	-0.0396	-0.0733
Si	6.8282	1.4051	4.7968	-0.0769	0.0108	-0.0001
Si	4.0805	4.1194	4.8066	-0.008	0.0137	-0.0597
Si	9.5779	4.0885	4.8268	-0.0045	0.0052	-0.0107
Si	1.3732	6.8125	4.8331	0.0398	0.0352	-0.0826
Si	6.8498	6.8202	4.7578	-0.0073	0.0922	-0.1322
Si	4.0826	9.5975	4.8032	-0.0272	-0.0233	-0.0703
Si	9.6393	9.5157	4.7465	-0.0136	-0.0857	-0.1463
Si	2.7181	-0.0201	6.2423	-0.0122	0.0728	0.1725
Si	8.3067	0.0161	5.9883	0.0501	0.015	0.0976
Si	0.0786	2.7538	6.1808	-0.0124	-0.0744	0.0932
Si	5.4464	2.7831	6.2088	-0.0176	0.0183	0.0843
Si	2.7097	5.4654	6.2495	0.1178	-0.0322	0.1308
Si	8.1752	5.4621	6.1741	-0.0592	-0.0577	0.1331
Si	0.0262	8.1608	6.2241	-0.1361	-0.0178	0.0644
Si	5.4877	8.222	6.0756	0.0719	-0.0057	0.0966
Si	3.7904	1.701	7.5054	0.1711	-0.0574	0.3648
Si	9.966	1.0062	7.3417	-0.1518	0.0405	0.1885
Si	1.5389	3.9101	7.6802	-0.0106	0.0495	0.2731
Si	6.5578	4.408	7.569	0.0499	-0.0006	0.2536
Si	4.3725	6.668	7.4405	0.061	-0.0174	0.2637
Si	9.2381	7.1063	7.4807	-0.1181	0.1506	0.5941
Si	1.1937	9.6605	7.6323	-0.0647	0.1897	0.3257
Si	7.1161	9.4425	7.2679	-0.1043	0.0993	0.3848
O	1.3439	4.1488	24.3457	-0.083	-0.0028	0.596
O	6.8414	9.536	24.2987	-0.0451	0.0535	0.5067
O	2.6778	2.788	8.1089	0.0702	-0.1165	-0.4225
O	8.1546	8.304	7.8494	0.0881	-0.1506	-0.3903
O	5.4636	5.5677	8.0506	-0.0241	-0.048	-0.4593
O	0.0514	-0.1264	8.0345	0.0115	0.021	-0.4204
O	4.1073	6.8513	24.3251	-0.0248	0.0983	0.5301
O	9.6768	1.2543	24.2009	-0.0902	0.1411	0.2917
O	1.7179	8.9799	9.0834	-0.0797	0.0852	-0.3521
O	0.8794	4.424	9.1322	0.0933	-0.1203	-0.5234
O	9.2322	1.7291	8.6203	0.0559	0.0065	-0.0469
O	6.6421	10.2577	8.6237	-0.0489	-0.0313	-0.115
O	4.5183	1.1919	8.8848	-0.1342	0.0807	-0.3022
O	3.8184	7.417	8.7876	-0.0609	-0.002	-0.0897
O	7.1839	3.8608	8.9911	-0.1181	0.0401	-0.3727
O	9.5435	6.6242	9.0287	0.0337	0.0408	-0.4609
O	2.9342	2.2551	23.5422	-0.0779	-0.0136	0.2975
O	5.0403	0.134	23.258	0.1172	-0.0201	0.3804
O	8.1598	2.9926	23.0827	0.0843	-0.1244	0.5072
O	10.3316	5.7253	23.6376	0.0163	0.0463	0.1362
O	8.3238	7.5171	23.7298	0.0281	0.0006	0.087
O	2.3102	8.4991	23.4673	0.0022	0.0232	0.1757
O	6.1962	5.4321	23.5579	-0.0341	0.1128	0.3037
O	0.6402	10.5591	23.3798	-0.0616	0.048	0.2046
Si	3.1162	8.468	9.8072	0.114	-0.0598	-0.0253
Si	7.538	3.9104	10.5777	0.0365	-0.0186	0.2258
Si	-1.1697	3.8481	15.9558	-0.0159	0.0773	-0.0624
Si	3.3996	2.9455	22.1478	-0.0479	0.1798	-0.2627
Si	7.0405	0.6547	19.7681	-0.0248	0.0202	0.0097
Si	12.321	-5.7658	17.4967	0.0545	0.0237	0.1166
Si	2.6867	9.4525	20.2393	0.2515	-0.1414	-0.1464
Si	9.2926	6.282	14.8702	0.1077	0.1036	-0.0436
Si	2.6668	11.1186	17.6541	0.0136	-0.0112	0.1054
Si	-2.0911	9.8759	17.8293	-0.0243	0.0419	0.0684
Si	4.7437	0.3612	21.6799	0.0277	-0.0566	-0.2464
Si	9.2726	12.3317	10.209	0.0378	-0.1652	0.2541
Si	4.5068	11.3086	10.2707	0.345	-0.0214	0.2922
Si	3.3351	1.7024	12.8256	0.0043	0.1333	-0.0128
Si	9.1024	8.4715	12.9594	0.103	0.0508	-0.138
Si	1.0203	9.12	22.6827	0.0969	-0.0065	-0.0053
Si	-0.1185	0.8825	16.4621	0.0215	-0.1665	-0.0698
Si	-1.1351	0.2296	13.8978	0.0529	0.0814	-0.1649
Si	0.3293	13.0363	12.1304	-0.0375	-0.0594	-0.0441
Si	5.6035	5.0461	22.0888	-0.2028	0.0197	-0.2696
Si	6.8937	4.8597	15.3922	-0.1186	-0.014	-0.1457
Si	5.2798	4.2213	12.7639	-0.1349	-0.0039	-0.0643
Si	4.5919	11.2353	15.4074	-0.0281	0.0949	-0.0785
Si	4.1086	6.6535	20.0701	-0.0715	0.0221	0.0922
Si	4.3926	5.0712	17.3643	-0.0191	0.0295	0.1323
Si	-0.7841	7.0466	17.8728	-0.0364	-0.126	0.0187
Si	4.9641	12.9477	17.8235	0.0258	-0.0035	0.046
Si	3.1374	6.3143	12.1079	-0.0099	-0.1724	0.1636
Si	7.9174	3.1253	21.4731	0.0972	-0.0254	-0.3386
Si	9.606	6.9876	22.9144	-0.1207	-0.1378	-0.0657
Si	9.6834	5.4275	20.4347	0.1246	-0.1298	-0.0558
Si	11.8647	4.817	10.7278	0.0929	-0.0195	0.3179
Si	-3.5129	9.9296	14.9901	0.0879	0.1166	-0.0824
Si	1.7443	4.6799	20.3931	-0.0186	0.0696	0.0385
As	7.0807	9.9632	10.373	0.0706	-0.1439	-0.0678
Si	9.4031	6.472	10.6372	-0.0643	0.0761	0.0887
O	8.3316	5.2877	10.9706	-0.0263	0.0172	-0.0346
O	9.9482	-1.0649	12.8924	-0.0781	-0.0739	0.1009
O	19.4069	13.5572	10.9326	-0.0093	0.0366	-0.0438
O	2.8011	5.88	20.6354	0.0031	-0.0169	0.0127
O	-2.8359	4.0238	16.2272	0.0429	-0.0655	-0.0151
O	-4.7298	15.0377	14.1108	0.1132	-0.0067	0.0863
O	0.3156	5.2912	20.8171	-0.0539	0.0564	0.0444
O	3.5501	12.017	11.3524	-0.0527	0.0032	-0.1172
O	-1.0355	7.3329	13.8092	-0.0349	-0.0051	0.0032
O	-0.0178	6.0968	11.0862	0.0014	0.0419	-0.0602
O	1.7404	4.2937	18.8201	-0.0189	-0.0632	-0.0935
O	7.8859	1.6641	20.738	-0.0055	0.0331	0.0945
O	3.8996	0.747	14.0108	0.0401	-0.0738	0.0875
O	2.2501	9.9941	18.7571	-0.0147	0.0372	-0.0405
O	1.3268	9.1106	21.0717	-0.1514	0.0157	0.2377
O	10.8375	1.3117	10.7499	-0.0618	0.0478	-0.0482
O	9.8609	0.175	17.5553	0.0126	0.0119	0.0384
O	9.7292	8.5672	18.2911	0.0101	0.0372	-0.0275
O	4.4387	1.9402	21.4088	0.0187	0.0114	0.0312
O	3.0538	18.6594	11.2623	-0.0367	0.1411	-0.1625
O	6.5491	3.993	21.2914	0.0003	0.0246	0.0561
O	9.0544	3.9471	20.639	-0.0408	-0.0346	0.1204
O	3.7444	8.2289	20.0279	-0.0837	0.1002	0.0089
O	0.8453	6.705	17.8583	0.0142	0.0238	-0.062
O	3.4107	-0.4078	21.201	-0.0518	0.036	0.1386
O	1.3675	11.9508	17.1078	0.0012	0.0382	-0.0133
O	1.7104	12.7044	12.9285	0.0079	-0.0158	-0.0223
O	0.3694	3.66	11.7252	-0.0032	0.0966	-0.11
O	9.9498	4.787	14.6071	-0.0362	-0.0399	0.08
O	2.4566	16.1167	11.1362	0.0187	0.0101	-0.0643
O	-14.2146	6.1671	14.7739	-0.0466	-0.0073	0.0127
O	6.0051	11.2801	10.9436	-0.1159	0.0906	-0.0425
O	-2.6562	11.2501	14.5128	-0.0563	-0.0569	0.0289
O	10.8875	10.914	15.1018	0.0121	0.0031	0.0906
O	5.6216	5.3339	16.3189	0.0397	0.0308	-0.0086
O	4.4918	6.1737	18.56	0.0536	-0.059	-0.1344
O	13.7905	5.2111	16.6909	-0.0494	0.0007	-0.0337
O	9.0439	6.5141	21.4589	-0.0087	0.1563	0.2569
O	3.485	10.4855	16.371	0.0133	-0.0341	-0.0263
O	-0.2858	8.2039	22.8617	-0.0375	0.0187	-0.0577
O	5.3397	6.3357	21.1021	0.054	-0.1562	0.17
O	5.8344	-0.7014	15.0661	-0.0417	-0.0683	0.0306
O	2.1118	3.3284	21.2173	0.1252	-0.1003	0.1178
O	-3.2295	8.8172	13.7938	-0.0297	0.0045	0.0445
O	2.3143	6.5975	13.4911	0.0047	0.0424	-0.0006
O	3.673	1.2117	18.4233	-0.0487	0.0134	-0.0446
O	4.1915	4.3217	22.4658	0.0008	0.0357	0.0125
O	5.9714	-0.1178	20.7254	-0.0381	0.006	0.0954
O	-1.3314	6.8099	16.3715	-0.0248	0.0049	0.0275
O	0.0817	4.4129	16.8772	-0.0104	-0.0161	-0.0518
O	-0.8503	1.6596	13.1784	-0.0076	-0.0182	0.0197
O	4.6319	5.7187	12.5056	-0.0206	0.0459	0.0091
O	-1.4779	5.9824	18.9158	-0.0196	0.0367	0.0046
O	4.0376	14.1061	12.9398	0.0122	-0.0069	0.0182
O	6.3077	1.5681	18.6237	0.0128	0.0034	0.0014
O	-2.9726	9.5008	16.4875	-0.0406	-0.0588	0.005
O	10.1046	2.271	15.987	-0.0246	0.0547	0.0282
O	8.9225	7.8324	11.4516	0.0137	-0.0898	0.0197
O	15.5978	3.5921	17.9898	0.0307	-0.032	-0.0203
O	4.0472	9.776	10.0133	-0.091	-0.2005	-0.0756
O	8.6126	-0.0706	10.5169	0.052	0.1239	-0.0596
O	6.1789	3.8331	11.4675	0.0298	-0.0329	-0.0684
O	7.9133	-0.533	19.0656	0.0095	-0.0278	-0.0611
O	5.1336	12.5547	16.2354	0.0069	-0.0208	-0.0534
H	2.6517	6.2035	14.3117	0.0002	-0.0096	-0.0872

Results
free energy: -138195.930 eV
free energy less fixed offsets of As -4856.12, H -15.97, O -568.88, Si -635.61 eV per atom: 2.510 eV

The program warned: the cutoff lies below the one the program advises for these potential files; the exchange-correlation potential is rough where the density is thin.
